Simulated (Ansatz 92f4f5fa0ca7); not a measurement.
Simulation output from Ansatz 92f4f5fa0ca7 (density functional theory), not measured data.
Periodic cell of 192 atoms, Si128O64, from a study of silicon, its oxide and their interface. The atomic structure is a simulated model.
This geometry differs little from another in the collection (a relaxation step or a small displacement).

Settings
functional: r2SCAN
potential files: Ansatz PAW
basis: plane waves
wave-function cutoff: 800 eV
density cutoff ratio: 5
exchange-correlation grid ratio: 1
k mesh: 1 x 1 x 1, shifted by 0.5 0.5 0 of a step
self-consistency stop: 1e-10 eV per atom in the density residual
occupations: fixed
spin: none
net charge: 0

Cell vectors (angstrom)
a	10.887	0	0
b	0	10.887	0
c	0	0	28.5212

Atoms and the computed forces on them: element, x, y, z (angstrom), force x, y, z (eV/angstrom)
Si	-1.0973	3.1296	-3.3173	-0.0008	0.0012	0.0033
Si	6.8075	4.3765	-11.028	-0.0017	0.0038	0.0158
Si	4.114	7.3992	-1.9005	-0.0009	-0.0009	0.0035
Si	3.8653	6.1045	-7.3282	0.0008	0.0026	-0.0029
Si	3.9773	-1.2658	1.8547	-0.0005	0.0023	0.0007
Si	10.9633	2.8843	2.5705	-0.0003	-0.0016	0.0018
Si	-0.7917	4.7448	1.3001	0.0013	0.0003	-0.0004
Si	9.4723	11.2008	-0.9284	0.001	-0.0001	0.0049
Si	5.7786	1.096	1.0597	0.0032	-0.0032	0.0023
Si	4.6314	2.8045	-4.2435	0.0001	-0.0013	0.0024
Si	2.4237	8.3333	0.5638	-0.0041	0.0009	0.0074
Si	1.9601	12.7931	1.5033	-0.0003	0.0005	-0.001
Si	8.4445	-5.0646	-4.0213	0.0001	-0.0015	0.003
Si	8.8838	3.1648	-1.1281	0.0011	0.0018	0.0015
Si	5.5456	8.1851	2.776	0.0026	-0.0003	-0.0013
Si	9.0938	9.1835	1.5363	-0.001	-0.0004	0.0017
Si	1.5494	-0.0327	-0.9403	0.0002	-0.0005	0.0051
Si	5.1973	2.78	2.6017	0.0009	0.0004	-0.0009
Si	-0.0647	8.1862	2.7731	0.0026	0.0008	0.0005
Si	2.6063	5.4744	2.7888	0.0016	0.0007	-0.0005
Si	1.0255	6.5787	1.4813	-0.0007	0.0002	-0.0029
Si	8.1231	-0.0472	2.8018	-0.0007	0.0023	-0.0022
Si	7.1257	7.3718	-1.7838	0.0001	-0.0014	0.0051
Si	8.2799	5.6024	2.6041	-0.0009	-0.0007	0.0016
Si	1.3358	4.1045	4.1819	-0.0008	-0.0009	-0.0001
Si	4.1059	1.4947	4.2645	0.0003	0	0
Si	1.276	9.5809	4.1332	0.0008	-0.0004	-0.0003
Si	4.1201	6.7863	4.0396	-0.0003	0.0001	-0.0009
Si	6.8075	4.0977	3.8313	0.0006	0.001	-0.0002
Si	9.5496	1.446	3.9441	0.0011	0	-0.0004
Si	6.777	9.5725	4.2353	0	-0.0006	0
Si	9.505	6.8617	4.1845	-0.0002	0	0.0003
Si	-0.0757	0.0519	5.4452	-0.0002	-0.0005	0.0002
Si	2.6961	2.7791	5.5683	0.0004	0.0004	-0.0004
Si	-0.0203	5.4735	5.5034	0.0009	0.0003	0.0013
Si	2.7272	8.1765	5.3912	0.0002	-0.0001	0.0003
Si	5.4314	0.0594	5.551	0.0012	-0.0005	0.0004
Si	8.1443	2.767	5.3084	0.0013	0	0.0002
Si	5.4755	5.3899	5.3558	-0.0003	-0.0004	0.0005
Si	8.1551	8.1933	5.5404	0.0008	0.0008	0.0007
Si	1.3424	1.3404	6.8187	0.0006	-0.0005	0.0001
Si	4.1288	4.1096	6.8399	0.0014	-0.0001	0
Si	1.3941	6.8212	6.8154	-0.0001	0.0005	0.0004
Si	4.0574	9.518	6.7996	0.0004	0.0003	0.0004
Si	6.8593	1.4084	6.8096	-0.0003	0.0006	0.0008
Si	9.4861	4.0728	6.7638	-0.0001	-0.0001	0.0006
Si	6.7971	6.7494	6.777	0.001	0.0001	0.0006
Si	9.5304	9.5503	6.864	0.0006	0.0007	0.0007
Si	-0.0283	2.7055	8.1188	-0.0003	-0.0001	0.0006
Si	2.7035	-0.0372	8.1706	0.0005	-0.0002	0.0003
Si	0.0347	8.1661	8.2017	0.0001	0.0002	-0.0003
Si	2.7588	5.4573	8.1832	-0.0004	0.0004	-0.0001
Si	5.4778	2.7247	8.202	0.0006	0.0002	-0.0003
Si	8.1756	0.0199	8.2009	0.0014	0	0.0001
Si	5.444	8.1287	8.103	0.0006	0.0004	0.0005
Si	8.1706	5.4216	8.1576	0.0007	0	0
Si	1.3606	4.0334	9.4611	0.0007	0.0007	0.0008
Si	4.1007	1.2956	9.5116	0.0002	-0.0007	-0.0002
Si	1.3983	9.5021	9.5819	0	0.0006	0.0003
Si	4.1351	6.8096	9.5173	-0.0002	0.0003	0.0004
Si	6.8679	4.068	9.5575	0.0005	0.0001	0.0003
Si	9.585	1.3424	9.5359	0.0003	0.0002	0.0002
Si	6.8106	9.4589	9.4749	0.0013	0	0.0004
Si	9.5463	6.7594	9.5294	0.0006	0.0006	0.0002
Si	0.0282	-0.0247	10.9292	0	-0.0001	-0.0003
Si	2.6762	2.6322	10.8261	-0.0001	-0.0007	0
Si	0.0293	5.358	10.8632	0.0001	0.0001	0.0001
Si	2.7988	8.1328	10.902	0.0001	-0.0001	-0.0001
Si	5.4552	-0.1172	10.8551	-0.0002	0.0005	-0.0002
Si	8.2536	2.6866	10.8938	0.0002	0.0001	-0.0005
Si	5.5157	5.4691	10.8662	0.0008	0.0002	-0.0004
Si	8.1813	8.1395	10.8784	0.0007	-0.0001	0.0001
Si	1.3836	1.2887	12.3367	-0.0002	0.0003	0.0006
Si	4.103	4.021	12.0201	0.0003	0.0012	0.0005
Si	1.4286	6.7166	12.1544	0.0012	-0.0005	0.0001
Si	4.1382	9.4514	12.3303	0.0003	0.0004	0.0004
Si	6.9181	1.2016	12.1084	0.0027	-0.0013	0.0004
Si	9.6248	3.9928	12.3151	0.0014	-0.0003	0.0008
Si	6.8655	6.802	12.3073	-0.0009	0.0016	0.0002
Si	9.552	9.4779	12.2531	-0.001	0.0014	0
Si	0.0424	2.6038	13.7938	0.0002	0.0003	0.0003
Si	-0.4483	-0.6919	16.3738	0.0006	0	0.0008
Si	0.0748	8.0628	13.4953	0.0002	0.0001	-0.0002
Si	2.8046	5.3158	13.4385	-0.0009	0.0002	0.0014
Si	5.4699	2.5882	13.2067	-0.0013	0.0001	0.0003
Si	6.7742	3.8903	14.5687	0.0006	-0.0006	0.002
Si	5.5297	8.1498	13.7621	0.0019	-0.0012	0.0008
Si	8.2647	5.4044	13.6048	0.001	0.0001	0.0019
Si	0.3471	3.2555	20.8729	0	-0.0004	-0.0042
Si	2.7369	-0.1166	13.6968	-0.0004	0.0002	0.0017
Si	1.3349	9.3383	15.0262	0.001	0.0008	0.0009
Si	1.9029	3.6902	25.2668	0.0027	-0.0007	0.0055
Si	7.6048	2.4108	16.198	0.0053	-0.0018	-0.0058
Si	2.9151	-1.1382	25.1327	0.0003	-0.0002	0.0033
Si	8.2082	10.8365	13.6619	0.0012	-0.0003	0.0002
Si	4.11	6.6309	14.8849	0.0007	0.002	0.0004
Si	-1.3932	1.2512	15.2117	0.002	-0.0015	-0.0015
Si	3.4579	3.0802	16.0482	-0.0005	-0.004	0.0043
Si	-2.1437	8.4465	16.2803	-0.0009	-0.0005	0.0015
Si	-5.7838	15.6747	15.9329	0.0025	0.0044	-0.0002
Si	5.395	3.7625	20.1836	0.0045	-0.0016	-0.0092
Si	6.9132	-1.3495	15.1871	-0.0016	0.0002	0
Si	11.4858	5.6924	16.1996	0.0023	-0.0009	0.0016
Si	9.7054	6.7298	14.9538	0.0012	0	0.0006
Si	-41.3811	11.6815	20.6064	0.0013	-0.0011	-0.004
Si	-9.314	25.7665	14.9555	-0.001	-0.0006	-0.0014
Si	-9.648	5.5405	22.9097	0.0021	0.0008	0.0006
Si	-2.5089	20.7062	25.358	0.0003	0.0002	0.0022
Si	21.9895	9.7401	19.4281	0.002	0.0011	-0.0053
Si	-11.3834	-3.7327	22.7451	0.0001	0.0001	-0.0008
Si	25.6334	15.2191	27.5093	-0.0034	0.0003	0.0018
Si	10.9936	-11.8658	23.6702	-0.0015	0.0008	0.0034
Si	0.2761	5.3573	18.5482	-0.0036	0.0015	-0.0031
Si	-3.4949	-14.3363	29.908	0	0.0004	0.0008
Si	-17.5095	12.2182	14.7432	0.0006	-0.0021	-0.0003
Si	-2.3741	-3.9293	18.1061	-0.0027	-0.0106	-0.0059
Si	-6.4941	11.1323	22.7945	-0.0005	0.0003	-0.001
Si	3.4708	14.7212	29.896	0.0011	0.0002	-0.0007
Si	-5.1082	24.7051	27.0591	0.0006	0	0.0032
Si	4.163	-9.3943	18.5738	-0.0013	0	-0.0033
Si	-3.6553	-11.5613	22.5394	0.0007	0	0.0017
Si	-8.2293	0.2014	31.5395	0.0012	0.0001	-0.0002
Si	-15.7755	26.756	22.7259	-0.0004	0	-0.0015
Si	2.3727	7.4317	19.1314	-0.002	0.0025	-0.0053
Si	-1.3835	1.4255	22.6132	0.001	0.0007	0.0005
Si	-4.9441	0.6176	16.2272	-0.0013	-0.0021	0.0028
Si	-13.0971	8.1682	20.6408	-0.0005	0.0008	-0.0041
Si	13.2032	7.4633	16.137	-0.0001	0.0018	0.0026
O	3.0547	-42.9938	-9.2524	0.0018	0.0034	0.0031
O	-10.2479	15.1807	-6.4514	0.0011	0.0011	0.0018
O	7.1388	-14.7304	-0.2026	0.001	0.0002	-0.0043
O	-12.3997	-0.91	0.1134	0.0004	0.0023	-0.0031
O	-25.0227	-15.6676	-2.6523	-0.0019	0.0023	-0.0014
O	-23.486	-19.9942	-0.2912	0.0004	-0.0006	-0.0006
O	-11.0292	22.2035	-5.5853	0.0004	-0.0001	0.0009
O	-1.2838	26.1125	-0.2332	-0.0003	0.0005	-0.002
O	-20.4998	8.5345	-9.0295	0.0014	-0.0006	0.0005
O	-24.9017	-12.8514	-6.7936	-0.0007	0.0008	0.0003
O	16.4205	13.2561	-2.9707	-0.0007	0.0002	-0.0033
O	1.6849	-8.5483	-7.7894	-0.0005	0.0009	0.0018
O	10.9726	11.1605	-1.5561	-0.0001	-0.0006	-0.0011
O	-27.7422	-8.614	-8.7345	0.0002	0.0042	-0.0006
O	-6.8013	-5.0999	-1.7521	-0.0007	0.001	-0.001
O	0.0591	10.3712	-10.5833	-0.0009	-0.0024	0.0047
O	-5.6711	6.265	22.0913	-0.0014	0	0.001
O	-12.2597	-25.6814	21.3783	0.0014	0	0.0029
O	-7.4997	2.5623	17.6246	0.0018	-0.0009	0.0026
O	0.0448	-13.0935	22.6264	-0.0016	-0.0006	-0.0005
O	-18.7036	-10.5984	21.8577	0.001	-0.0002	0.0011
O	4.8812	12.6432	23.094	-0.0009	0.0013	0.0014
O	12.4309	20.7158	24.3312	0.0012	-0.0018	0.0016
O	-7.658	-2.7005	25.5031	0.0011	-0.0004	-0.0021
O	-5.8233	-17.468	23.8613	0.0006	0.0004	-0.0007
O	-8.2849	-4.8602	22.1863	-0.0035	0.0008	0.0017
O	8.09	8.5815	26.3376	-0.0006	-0.0022	-0.0023
O	14.4908	29.1225	20.1835	-0.0016	0	0.0011
O	-14.0054	29.2837	19.4554	0.0017	0.0001	0.0023
O	-7.8487	24.564	24.5495	0.0007	0.0023	0.0011
O	-23.1381	15.5428	24.7237	0.0001	0.0014	-0.0011
O	-14.5221	22.4254	30.0965	-0.0021	-0.0013	-0.0001
O	-23.3305	-3.8137	23.9925	0.0009	0.0003	-0.001
O	20.0658	-8.6827	24.0074	0.001	-0.001	-0.0022
O	17.1073	14.7479	21.5724	-0.0013	0	-0.0001
O	35.369	-11.1081	26.4616	-0.0001	-0.0003	-0.0005
O	18.2032	-11.815	24.1507	0.001	-0.0005	-0.0016
O	9.6533	41.9157	19.9323	-0.0006	-0.0012	0.0026
O	12.5405	5.064	24.424	0.0001	0.0004	-0.0013
O	-16.9367	32.4349	29.4087	0.0016	0.0021	-0.0018
O	-8.9802	1.2253	28.5264	-0.0006	-0.0004	-0.0017
O	5.6826	-0.4652	22.1184	0.0013	0.0004	-0.0009
O	5.2074	11.4712	17.7242	0.0005	0.0021	0.0025
O	5.7568	-9.2171	28.0707	0.0006	0.0002	-0.0004
O	-18.8464	-3.144	17.6502	-0.0021	-0.002	0.0027
O	9.8626	9.6788	24.7771	0.0015	0.0008	0.0002
O	13.3228	-17.8845	26.7937	0.0038	0.0007	-0.0026
O	-13.601	33.2644	22.1844	0.0005	-0.0006	0.0016
O	-11.8177	-19.3935	21.3809	0.0005	0.0002	0.0024
O	-10.0855	-10.9227	20.4257	-0.0005	-0.0021	0.0009
O	16.5229	-13.9689	26.308	0.0042	0.0017	-0.0024
O	1.6275	-15.7847	19.2045	-0.0005	0.0014	0.0016
O	-3.0777	-5.2227	17.4141	0.0029	0.0099	0.005
O	-3.486	16.3156	23.3395	-0.0007	-0.0002	0.0001
O	-10.8855	-6.8755	19.4563	0.0009	-0.001	0.0038
O	14.9511	10.3648	24.1857	0.0017	0.001	-0.0019
O	31.728	-4.4447	18.6809	-0.0045	-0.0016	-0.0024
O	3.6091	-2.971	28.0501	0.0045	-0.0024	-0.0045
O	8.4055	0.2037	26.3691	-0.0001	-0.0008	-0.0015
O	11.3961	13.7674	25.2933	-0.001	-0.0003	-0.0013
O	6.4268	15.1535	19.0579	-0.0052	-0.0003	0.002
O	23.2134	-12.3163	28.4033	-0.0002	0.0032	0.0003
O	36.7563	15.6234	20.3274	0.0003	-0.0022	0.0002
O	7.2925	-29.1331	27.2459	-0.0026	-0.0005	0.0006

Results
free energy: -118372.277 eV
free energy less fixed offsets of O -570.45, Si -639.56 eV per atom: 0.203 eV

The program warned: the cutoff lies below the one the program advises for these potential files; the forces do not sum to zero within the program's tolerance; empty levels may hold ghost states of the PAW files; the exchange-correlation potential is rough where the density is thin.
